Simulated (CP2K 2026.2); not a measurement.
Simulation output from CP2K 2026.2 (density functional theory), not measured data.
Periodic cell of 534 atoms, Si358O176, from a study of silicon, its oxide and their interface. The atomic structure is a simulated model.
Doubt: the forces sum to 2.45 eV/angstrom along one axis rather than to zero, so they err by at least 0.0046 eV/angstrom per atom on average; the grid cutoff is modest.

Settings: functional PBE; method Gaussian and plane waves; basis set DZVP-MOLOPT-SR-GTH; pseudopotentials GTH-PBE; grid cutoff 350 Ry, relative cutoff 50 Ry; k points Gamma only; occupations fixed; spin none; net charge 0.

Cell vectors (angstrom)
a	16.4025	0	0
b	0	16.4025	0
c	0	0	35.772

Atoms and the computed forces on them: element, x, y, z (angstrom), force x, y, z (eV/angstrom)
Si	0.31	16.131	0.021	-0.381	-0.3	0.118
Si	2.647	2.462	35.324	0.198	-0.102	0.436
Si	0.227	5.498	35.557	-0.116	0.055	0.237
Si	3.062	8.202	35.744	-0.14	0.291	0.101
Si	15.877	11.373	0.199	-0.329	-0.071	0.214
Si	2.668	14.112	35.361	-0.299	-0.085	0.487
Si	5.607	15.977	35.521	0.357	0.203	0.424
Si	7.698	2.8	35.491	0.443	0.095	-0.089
Si	5.818	5.318	35.731	-0.111	-0.031	0.694
Si	8.156	7.909	0.145	0.048	-0.372	0.294
Si	6.16	10.951	35.748	-0.38	0.507	0.538
Si	7.921	13.898	0.322	-0.069	0.014	0.366
Si	10.906	16.049	35.539	0.245	0.52	0.145
Si	13.282	2.561	35.647	0.147	-0.185	0.143
Si	10.696	5.926	0.205	0.112	-0.009	0.477
Si	12.949	8.596	0.142	0.24	-0.254	0.589
Si	10.776	10.737	0.198	-0.272	-0.733	0.105
Si	14.217	13.065	0.162	-0.007	-0.214	-0.189
Si	1.554	1.216	1.322	-0.151	0.229	-0.102
Si	3.942	4.126	1.003	0.087	-0.069	-0.352
Si	1.512	6.884	1.258	0.051	-0.086	-0.012
Si	4.452	9.554	1.296	0.158	-0.031	-0.27
Si	1.267	12.103	1.494	0.039	0.063	0.026
Si	4.075	15.023	1.264	-0.162	-0.168	-0.268
Si	6.505	1.35	1.082	-0.139	-0.23	-0.213
Si	9.761	4.054	1.387	0.034	0.349	-0.048
Si	6.758	6.738	1.606	-0.172	0.264	-0.031
Si	9.356	9.517	1.58	0.169	-0.041	0.025
Si	6.841	12.35	1.693	0.278	-0.061	-0.073
Si	9.345	15.39	1.333	-0.871	0.271	0.123
Si	12.22	1.121	1.333	-0.114	-0.262	-0.086
Si	15.082	3.941	1.012	0.121	-0.098	-0.054
Si	12.247	6.897	1.619	0.009	0.173	-0.269
Si	14.839	9.612	1.381	-0.295	-0.094	-0.322
Si	12.357	12.068	1.236	0.615	0.115	0.133
Si	15.11	14.881	1.35	0.298	0.18	0.061
Si	0.053	2.646	2.551	-0.114	0.131	-0.103
Si	2.831	16.353	2.765	0.029	-0.097	0.133
Si	0.012	8.187	2.611	-0.281	0.114	-0.074
Si	2.77	5.447	2.618	0.012	0.152	0.012
Si	0.072	13.647	2.841	0.085	0.04	-0.007
Si	2.841	10.805	2.681	0.01	0.119	0.025
Si	5.262	2.735	2.532	-0.041	0.193	-0.094
Si	7.912	0.283	2.651	0.213	0.051	-0.247
Si	5.494	8.202	2.885	0.082	-0.178	0.027
Si	8.204	5.335	2.809	0.306	-0.249	-0.037
Si	5.322	13.68	2.807	-0.102	0.006	-0.02
Si	8.156	10.933	2.992	0.155	0.005	-0.079
Si	11.033	2.656	2.772	0.038	0.055	-0.006
Si	13.71	16.267	2.703	0.016	0.048	-0.158
Si	10.831	8.194	2.957	-0.262	-0.09	0.088
Si	13.777	5.372	2.623	0.034	0.051	-0.122
Si	10.962	13.716	3.152	-0.235	0.473	0.039
Si	13.607	10.918	2.939	-0.256	0.155	-0.213
Si	1.366	4.073	3.983	-0.051	-0.015	-0.073
Si	4.108	1.385	4.114	-0.042	-0.045	-0.158
Si	1.404	9.498	4.061	-0.004	-0.14	-0.043
Si	4.081	6.773	4.115	0.046	0.039	0.003
Si	1.429	15.027	4.164	-0.016	-0.002	-0.053
Si	4.032	12.248	4.162	0.075	0.026	-0.125
Si	6.735	3.981	4.071	0.056	0.201	-0.28
Si	9.508	1.404	4.105	0.087	-0.14	-0.095
Si	6.827	9.521	4.294	-0.084	0.17	0.001
Si	9.523	6.722	4.254	0.054	0.073	-0.24
Si	6.769	15.099	4.084	0.131	-0.066	-0.197
Si	9.595	12.232	4.319	-0.104	-0.135	0.011
Si	12.405	4.055	4.095	0.07	-0.108	-0.065
Si	15.088	1.321	4.017	-0.008	-0.054	-0.052
Si	12.255	9.537	4.29	-0.02	-0.025	-0.119
Si	15.085	6.795	4.03	0.048	-0.101	-0.046
Si	12.494	15.006	4.301	0.118	-0.045	0.055
Si	15.081	12.292	4.205	-0.07	-0.068	-0.053
Si	0.034	0.001	10.987	-0.031	-0.003	-0.006
Si	2.743	2.731	11.001	-0.008	0.009	-0.002
Si	0.042	5.477	10.99	-0.01	-0.022	-0.014
Si	2.759	8.217	11.003	-0.017	-0.035	0.007
Si	0.055	10.95	10.995	-0.031	-0.029	-0.004
Si	2.768	13.673	11.015	-0.007	0.002	0.003
Si	5.452	16.391	10.992	0.014	0.019	-0.007
Si	8.185	2.713	10.967	0.015	0.02	-0.005
Si	5.458	5.471	10.983	0.003	0.024	-0.01
Si	8.201	8.218	10.977	0.016	0.009	0
Si	5.468	10.94	11.007	0.01	-0.009	0.005
Si	8.194	13.656	10.995	0.04	-0.01	0.01
Si	10.952	16.391	10.968	0.005	0.01	0
Si	13.714	2.731	10.978	-0.014	-0.03	-0.01
Si	10.953	5.472	10.967	-0.048	0.044	-0.022
Si	13.718	8.207	10.979	-0.009	-0.026	-0.018
Si	10.955	10.951	10.972	-0.005	0.006	0
Si	13.706	13.672	10.972	-0.046	-0.012	0.011
Si	1.399	1.351	12.377	-0.04	0.009	-0.006
Si	4.096	4.116	12.367	0.038	-0.008	-0.009
Si	1.395	6.86	12.363	0.015	0.019	-0.009
Si	4.103	9.596	12.393	0.001	-0.023	-0.014
Si	1.413	12.313	12.391	0.026	0.025	0
Si	4.118	15.031	12.404	0.021	0.013	0.021
Si	6.81	1.356	12.345	-0.017	-0.026	-0.016
Si	9.553	4.108	12.293	0.047	-0.021	-0.024
Si	6.809	6.866	12.336	0.036	-0.029	-0.019
Si	9.561	9.611	12.339	0.029	-0.031	0.005
Si	6.825	12.306	12.39	-0.002	-0.027	0
Si	9.575	15.027	12.333	0.018	-0.014	-0.018
Si	12.35	1.336	12.314	-0.024	0.01	-0.004
Si	15.085	4.101	12.345	0.009	0.064	-0.007
Si	12.319	6.861	12.321	0.013	-0.024	-0.002
Si	15.094	9.582	12.341	-0.053	0.043	-0.006
Si	12.327	12.323	12.339	0.026	0.028	0.008
Si	15.086	15.02	12.35	-0.022	0.021	-0.002
Si	0.039	2.729	13.731	0	-0.041	0.026
Si	2.749	16.394	13.783	0.02	-0.021	0.005
Si	0.077	8.264	13.735	0	-0.114	0.022
Si	2.756	5.511	13.742	-0.073	0.007	0.012
Si	0.068	13.699	13.754	-0.079	0.012	-0.001
Si	2.763	10.964	13.798	-0.028	0.012	0.039
Si	5.446	2.725	13.719	0.015	0.035	0.031
Si	8.16	16.355	13.677	0.05	0.039	-0.008
Si	5.482	8.24	13.75	0.004	-0.005	0.015
Si	8.164	5.464	13.655	-0.023	0.11	0.017
Si	5.457	13.648	13.793	0.049	0.022	0.018
Si	8.209	10.962	13.762	0.002	0.006	0.054
Si	10.953	2.731	13.588	-0.023	0.018	-0.015
Si	13.705	16.368	13.709	0.035	0.007	0.067
Si	10.952	8.253	13.673	-0.034	0.017	0.037
Si	13.718	5.511	13.659	-0.053	-0.002	-0.001
Si	10.958	13.694	13.716	-0.028	-0.002	0.06
Si	13.739	10.976	13.676	0.028	-0.135	-0.026
Si	1.39	4.132	15.093	0.051	0.058	0.061
Si	4.093	1.388	15.143	0.036	0.013	0.071
Si	1.413	9.611	15.191	-0.037	0.024	0.071
Si	4.102	6.902	15.125	0.034	-0.01	0.018
Si	1.417	15.03	15.199	-0.006	0.033	-0.005
Si	4.099	12.314	15.23	0.039	-0.035	0.036
Si	6.794	4.122	15.055	0.008	-0.096	0.03
Si	9.562	1.369	14.897	0.049	-0.047	0.023
Si	6.838	9.6	15.154	0.016	-0.046	0.042
Si	9.535	6.861	14.962	-0.014	-0.045	-0.015
Si	6.835	15.017	15.138	-0.073	0.001	0.058
Si	9.567	12.377	15.113	0.012	-0.047	-0.046
Si	12.331	4.093	14.92	0.018	0.026	-0.026
Si	15.085	1.322	15.077	-0.016	0.02	-0.03
Si	12.337	9.651	15.016	0.085	0.143	-0.029
Si	15.066	6.909	15.033	0.048	0.005	-0.047
Si	12.344	15.019	15.115	-0.018	0.022	0.109
Si	15.127	12.295	15.077	-0.079	0.092	0.056
Si	0.068	0.041	16.54	-0.106	0.04	0.113
Si	2.755	2.811	16.527	-0.02	0.027	-0.057
Si	16.382	5.515	16.395	0.149	0.057	0.104
Si	2.823	8.291	16.579	-0.094	-0.108	0.126
Si	0.065	11.016	16.571	0.033	-0.064	0.047
Si	2.723	13.653	16.655	0.055	0.028	0.174
Si	5.445	16.381	16.496	0.022	0.042	0.164
Si	8.228	2.699	16.272	0.014	0.008	0.165
Si	5.41	5.47	16.457	0.064	0.112	0.056
Si	8.221	8.162	16.436	-0.077	0.07	0.116
Si	5.507	10.965	16.611	-0.041	-0.004	-0.018
Si	8.204	13.692	16.567	0.026	-0.031	0.071
Si	10.886	0.077	16.324	-0.005	0.146	-0.124
Si	13.654	2.724	16.301	0.032	0.008	0.126
Si	10.947	5.475	16.194	0.043	-0.035	0.07
Si	13.74	8.34	16.361	-0.065	0.01	0.098
Si	11.02	11.055	16.4	-0.048	-0.146	0.037
Si	13.762	13.601	16.47	0.261	-0.039	-0.052
Si	1.358	1.529	17.928	-0.014	-0.033	-0.203
Si	4.094	4.171	17.959	-0.136	0.178	0.123
Si	1.334	6.892	17.794	0.027	-0.027	-0.255
Si	4.213	9.623	18.106	0.04	-0.159	-0.14
Si	1.445	12.239	18.152	-0.188	0.027	-0.048
Si	4.083	15.077	18.008	0.007	0.065	-0.257
Si	6.908	1.379	17.729	0.021	-0.018	-0.118
Si	9.671	4.047	17.546	0.03	-0.094	-0.016
Si	6.838	6.74	17.824	-0.076	0.083	-0.204
Si	9.695	9.587	17.652	0.012	0.214	-0.26
Si	6.876	12.309	18.027	-0.099	0.12	-0.036
Si	9.579	15.196	17.792	0.066	0.013	0.014
Si	12.288	1.396	17.68	0.017	-0.007	0.085
Si	14.971	4.101	17.67	-0.03	-0.06	-0.286
Si	12.313	6.87	17.474	-0.036	0.068	-0.206
Si	14.967	9.753	17.884	-0.11	0.087	-0.022
Si	12.328	12.361	17.92	0.049	-0.002	0.168
Si	15.155	14.958	17.848	0.084	-0.311	-0.059
Si	16.205	2.847	19.212	-0.163	0.058	0.244
Si	2.815	0.287	19.294	0.059	0.28	-0.201
Si	16.369	8.324	19.063	0.094	0.102	0.05
Si	2.461	5.48	19.299	-0.027	0.05	0.069
Si	16.39	13.591	19.502	0.139	0.345	0.111
Si	2.855	10.891	19.665	0.065	0.089	0.231
Si	5.72	2.836	19.115	-0.043	-0.271	0.152
Si	8.332	0.176	19.237	-0.29	-0.065	0.032
Si	5.657	8.143	19.347	-0.111	-0.157	0.414
Si	8.3	5.271	18.934	0.125	-0.173	0.259
Si	5.552	13.828	19.411	-0.111	-0.119	0.04
Si	8.321	10.748	19.101	0.218	-0.365	-0.048
Si	10.972	2.814	19.096	0.133	0.227	0.055
Si	13.288	15.979	18.799	-0.019	0.232	-0.292
Si	11.041	8.156	18.902	0.092	-0.089	0.248
Si	13.538	5.504	18.841	-0.116	-0.098	0.127
Si	11.443	14.376	18.922	0.012	-0.094	0.316
Si	13.522	10.938	19.493	-0.002	-0.146	0.172
Si	0.58	4.634	20.572	-0.002	-0.032	0.095
Si	4.543	1.348	20.454	0.204	0.357	0.244
Si	1.375	9.316	20.691	-0.166	-0.216	0.131
Si	3.295	6.85	20.999	0	-0.124	-0.332
Si	1.469	14.755	21.153	-0.774	-0.463	-0.039
Si	4.28	13.164	21.332	0.234	0.018	-0.428
Si	7.603	3.54	20.406	-0.371	0.519	-0.101
Si	9.407	1.819	20.528	0.388	-0.237	-0.187
Si	7.568	8.9	20.451	-0.24	0.094	-0.308
Si	9.728	6.663	20.078	0.039	-0.166	0.207
Si	6.734	15.47	20.578	0.122	0.213	0.361
Si	8.829	10.878	21.845	-0.114	0.227	0.557
Si	12.009	4.567	20.376	-0.128	0.149	0.087
Si	14.26	0.629	20.613	-0.182	0.014	-0.639
Si	12.459	8.925	20.627	0.289	0.027	-0.179
Si	14.844	6.912	20.078	-0.055	0.046	0.369
Si	11.858	14.574	21.223	-0.458	0.08	-0.489
Si	14.476	12.757	20.813	0.141	-0.33	-0.234
Si	16.305	0.782	24.235	0.049	-0.029	-0.047
Si	16.185	8.663	29.623	0.13	-0.074	-0.124
Si	13.876	8.703	24.606	-0.019	-0.314	0.231
Si	1.809	5.679	25.637	0.034	0.031	-0.048
Si	14.64	12.809	23.162	0.047	-0.209	-0.019
Si	16.216	15.447	22.671	0.37	0.098	0.507
Si	4.403	2.338	23.405	0.077	0.002	0.011
Si	6.696	4.193	23.336	-0.064	-0.034	0.264
Si	5.691	1.367	30.312	0.136	-0.024	-0.208
Si	9.239	10.118	25.795	-0.067	0.017	0.155
Si	6.371	14.361	23.381	0.073	0.018	0.02
Si	10.57	9.908	22.998	0.022	-0.214	-0.183
Si	11.728	0.399	22.194	0.165	-0.201	0.124
Si	13.142	1.42	24.692	0.174	0.173	0.053
Si	13.458	4.156	23.2	0.029	0.144	0.048
Si	16.392	8.245	25.615	0.011	-0.402	-0.029
Si	15.954	10.029	23.25	0.048	-0.446	0.254
Si	11.566	12.699	23.575	-0.249	0.434	0.391
Si	0.259	3.831	23.483	-0.021	0.047	0.234
Si	4.222	1.61	27.576	0.128	0.156	-0.008
Si	15.496	6.598	31.527	-0.087	0.059	-0.241
Si	4.775	7.588	27.966	-0.052	-0.098	0.024
Si	4.006	7.079	33.097	-0.009	0.132	-0.422
Si	2.494	9.52	28.551	-0.095	-0.022	0.065
Si	8.937	5.556	24.954	-0.006	0.006	-0.018
Si	11.872	6.423	24.674	-0.143	-0.155	0.147
Si	7.599	7.553	26.695	0.013	-0.067	-0.055
Si	10.606	11.398	28.309	-0.009	0.13	0.055
Si	4.575	16.271	25.22	0.124	0.15	0.072
Si	8.653	12.612	24.288	0.036	0.103	0.33
Si	1.759	3.31	30.234	-0.045	0.069	-0.188
Si	3.984	5.253	23.7	0.029	0.013	0.182
Si	13.026	2.346	27.609	0.081	0.013	0.188
Si	14.581	10.819	30.723	-0.204	0.099	-0.131
Si	12.411	12.773	30.07	0.138	0.195	-0.147
Si	1.169	0.693	27.02	-0.08	0.15	0.026
Si	8.638	3.889	32.885	0.077	-0.179	-0.086
Si	3.215	13.938	26.83	0.149	-0.043	0.114
Si	12.654	9.461	29.164	-0.121	-0.126	0.011
Si	3.498	4.591	27.987	-0.055	-0.003	-0.103
Si	8.147	13.319	29.245	-0.006	0.141	-0.016
Si	10.154	15.745	32.615	0.133	0.114	-0.101
Si	5.534	12.486	28.192	-0.023	0.09	-0.114
Si	13.916	1.262	30.191	-0.081	-0.202	-0.087
Si	5.932	12.305	30.942	0.052	0.031	-0.078
Si	4.356	12.414	33.547	-0.015	-0.065	-0.26
Si	15.854	2.631	28.543	-0.047	-0.01	0.018
Si	1.762	0.419	31.278	0.042	0.101	-0.238
Si	11.977	5.162	27.606	0.032	-0.018	0.066
Si	13.895	6.801	29.152	-0.043	-0.037	-0.037
Si	10.726	12.571	32.605	0.138	0.201	-0.307
Si	16.278	10.207	33.201	-0.09	0.147	-0.257
Si	4.271	0.884	33.052	0.027	0.027	-0.168
Si	8.283	16.311	30.206	0.01	-0.109	-0.152
Si	2.713	9.764	33.138	-0.067	-0.054	-0.192
Si	6.743	6.319	33.812	0.075	-0.001	-0.027
Si	0.128	1.742	33.562	0.071	-0.116	-0.127
Si	0.906	12.196	27.564	0.003	-0.058	0.114
Si	8.179	2.869	29.88	0.069	-0.138	-0.072
Si	12.852	15.31	31.537	-0.066	-0.035	0.004
Si	5.131	9.946	29.547	0.142	0.137	0.036
Si	13.843	2.809	32.85	-0.2	-0.155	-0.389
Si	9.014	11.479	34.59	-0.017	0.294	-0.076
Si	14.871	10.348	26.934	-0.118	-0.097	0.105
Si	11.632	4.352	33.953	-0.044	0.138	-0.315
Si	14.922	7.527	34.202	-0.268	-0.119	-0.18
Si	1.556	5.188	32.528	-0.191	-0.047	-0.328
Si	9.133	5.243	27.916	0.003	-0.036	0.079
Si	1.447	14.789	28.931	-0.008	0.028	0.113
Si	12.882	13.823	34.217	0.413	0.104	-0.017
O	15.932	0.646	34.636	-0.042	0.104	0.052
O	3.029	0.158	32.28	0.056	-0.12	0.128
O	3.797	1.947	34.225	-0.121	0.365	0.212
O	5.193	16.253	33.926	0.094	-0.257	0.012
O	13.414	8.002	34.458	0.139	0.22	-0.189
O	15.475	6.706	35.484	-0.191	0.103	-0.003
O	3.889	7.133	34.743	-0.01	-0.077	0.222
O	2.405	9.334	34.695	-0.232	-0.357	0.415
O	10.022	15.05	2.818	-0.071	-0.545	0.333
O	0.066	11.249	34.427	0.279	0.104	0.124
O	3.429	13.696	33.959	0.035	0.002	-0.146
O	1.387	15.109	35.006	0.014	0.129	-0.17
O	6.789	14.837	35.319	0.05	0.043	0.126
O	8.796	1.352	29.549	0.086	0.116	0.097
O	8.917	16.264	31.71	-0.166	-0.103	0.217
O	7.864	2.787	33.84	-0.249	-0.084	0.047
O	7.126	4.273	0.151	-0.15	-0.306	0.238
O	9.209	2.813	0.378	0.187	0.206	-0.138
O	9.478	6.968	35.716	0.079	0.054	-0.26
O	7.431	7.734	34.39	-0.098	0.04	-0.157
O	5.146	11.912	34.869	0.055	-0.168	0.101
O	7.462	12.847	30.668	-0.13	-0.181	0.088
O	5	12.892	29.707	-0.01	0.054	-0.014
O	8.717	13.068	34.919	0.105	-0.186	-0.555
O	10.034	16.371	34.136	-0.003	0.075	0.127
O	12.063	14.98	35.068	-0.108	-0.271	-0.236
O	13.414	1.843	34.11	0.006	0.138	0.413
O	11.982	3.571	35.368	-0.044	0.04	-0.124
O	14.018	16.218	30.906	0.023	0.285	0.15
O	11.413	5.871	34.463	0.013	0.124	-0.004
O	11.928	3.538	27.467	0.081	-0.13	-0.039
O	14.896	6.458	33.002	-0.181	-0.033	0.098
O	11.691	9.489	35.349	0.188	0.029	-0.338
O	11.303	13.323	1.579	-0.095	-0.051	0.612
O	2.138	12.701	0.208	0.023	0.123	-0.289
O	13.453	14.473	32.807	-0.056	-0.108	0.018
O	3.221	6.057	24.894	0.318	0.16	0.086
O	15.86	5.854	20.913	0.303	-0.215	0.062
O	4.038	2.132	21.828	-0.352	-0.033	-0.293
O	3.561	3.673	23.857	0.074	-0.01	-0.144
O	2.259	8.083	21.395	-0.037	0.134	-0.201
O	0.376	9.993	21.848	-0.098	0.206	-0.307
O	5.616	5.335	23.819	0.105	0.058	0.148
O	3.513	5.899	22.296	-0.219	-0.092	-0.08
O	2.899	14.04	21.596	-0.188	0.002	-0.046
O	15.198	16.1	21.549	0.09	-0.071	-0.055
O	5.215	13.35	22.703	-0.103	-0.382	0.12
O	3.764	11.643	20.92	-0.415	-0.665	-0.155
O	7.932	6.803	25.278	0.089	0.197	-0.175
O	4.765	7.418	20.568	0.347	0.318	-0.036
O	10.285	1.144	21.838	-0.311	0.044	-0.152
O	6.956	4.297	21.741	-0.007	-0.192	-0.206
O	7.468	13.725	24.44	-0.14	0.145	0.191
O	7.477	9.899	21.792	0.228	0.057	0.152
O	10.824	5.659	20.93	0.148	-0.111	-0.366
O	8.639	7.674	20.908	-0.078	0.298	0.169
O	3.917	1.027	24.249	0	-0.024	-0.005
O	5.574	0.181	21.026	-0.255	-0.264	-0.326
O	8.466	12.189	22.733	-0.048	0.141	-0.322
O	13.147	13.042	23.93	0.291	0.288	0.003
O	12.899	4.058	21.672	0	-0.134	-0.146
O	12.913	2.946	24.142	-0.191	-0.076	-0.132
O	12.963	1.197	21.44	0.026	0.537	0.703
O	15.13	1.912	20.081	-0.115	-0.212	-0.117
O	0.464	9.236	24.384	-0.048	0.097	-0.243
O	13.668	7.789	20.933	0.125	-0.067	-0.232
O	14.496	9.233	23.175	0.102	-0.005	-0.421
O	14.944	7.579	25.195	-0.024	0.329	-0.313
O	11.634	11.099	23.368	0.061	-0.131	0.14
O	11.127	13.49	22.214	-0.032	-0.087	-0.002
O	1.767	16.245	20.522	0.444	-0.235	-0.359
O	13.418	14.071	20.916	0.127	0.067	0.332
O	0.491	2.252	23.803	0.147	-0.091	-0.069
O	0.811	0.268	25.497	0.077	-0.219	0.03
O	2.946	4.123	29.454	0.008	-0.129	0.247
O	0.839	4.763	24.703	0.028	0.025	0.067
O	15.08	4.158	23.281	-0.135	0.1	0.013
O	15.894	8.139	31.145	-0.037	-0.117	0.279
O	4.382	5.986	28.142	-0.092	0.053	0.19
O	1.055	7.09	25.977	-0.251	0.192	-0.057
O	15.611	11.568	23.689	0.124	0.129	-0.042
O	15.478	14.191	23.462	-0.191	0.018	0.317
O	0.353	2.051	27.343	-0.079	0.034	-0.022
O	1.863	13.039	26.477	0.101	0.174	0.013
O	7.211	14.954	22.098	0.057	0.018	-0.398
O	3.499	10.088	29.714	0.014	-0.056	-0.048
O	9.283	4.772	26.35	0.218	0.022	-0.185
O	8.14	4.463	24.04	-0.066	-0.25	-0.224
O	8.193	6.601	27.919	0.113	-0.181	-0.026
O	6.652	0.031	30.319	-0.06	-0.165	-0.148
O	10.321	10.861	26.796	0.25	-0.185	-0.335
O	8.346	9.019	26.627	0.185	0.152	-0.014
O	10.248	13.039	24.563	0.178	0.141	-0.179
O	8.29	11.351	25.276	-0.193	0.218	-0.356
O	9.95	9.41	24.477	0.142	-0.171	-0.298
O	5.7	15.53	24.312	0.258	0.085	-0.322
O	9.2	11.497	20.356	0.016	-0.211	-0.259
O	14.706	0.961	24.581	-0.263	-0.246	-0.378
O	12.116	0.463	23.824	-0.12	-0.219	-0.036
O	2.208	4.913	27.022	0.032	-0.051	0.076
O	12.894	5.563	23.777	0.202	-0.053	-0.444
O	12.408	7.989	24.573	-0.189	0.189	-0.315
O	12.835	1.416	28.959	-0.113	0.106	0.042
O	16.085	9.221	26.9	-0.127	0.132	0.22
O	13.969	12.272	30.272	0.112	0.04	0.165
O	13.667	10.145	28.049	0.125	0.231	0.011
O	0.355	3.677	29.427	-0.162	-0.032	-0.164
O	11.499	8.956	22.001	0.099	0.079	0.07
O	1.039	4.126	22.081	-0.058	-0.148	-0.178
O	2.719	1.097	27.241	0.03	0.039	-0.171
O	4.324	3.266	27.405	0.187	-0.109	-0.308
O	4.6	1.199	29.113	-0.001	-0.152	0.253
O	1.816	3.725	31.823	-0.143	-0.002	0.079
O	1.34	8.554	29.192	0.01	-0.12	0.03
O	5.426	8.342	29.305	0.053	0.112	0.179
O	5.606	10.833	28.215	0.15	-0.042	-0.148
O	7.023	13.177	28.046	-0.138	-0.162	-0.125
O	0.535	0.851	32.254	-0.384	0.135	0.004
O	5.154	0.737	26.518	-0.081	0.064	-0.084
O	4.555	13.004	27.002	-0.103	-0.209	0.058
O	6.008	2.716	23.652	-0.148	0.04	0.153
O	8.527	3.99	28.759	0.12	0.135	0.002
O	10.303	6.147	24.242	0.048	0.09	-0.231
O	0.503	5.814	31.447	0.272	-0.142	0.011
O	5.975	7.692	26.848	0.09	-0.053	-0.028
O	11.122	10.028	29.082	-0.06	-0.223	-0.158
O	7.871	5.334	33.079	-0.149	0.333	0.12
O	13.98	10.048	25.571	0.068	0.259	-0.071
O	3.431	8.511	27.605	-0.041	0.096	-0.058
O	5.869	10.645	30.843	0.089	-0.009	-0.113
O	15.415	1.476	29.61	0.013	-0.149	-0.114
O	12.373	14.371	30.294	0.127	-0.199	-0.027
O	1.996	1.68	30.23	-0.061	-0.001	-0.181
O	14.485	3.108	27.785	0.093	0.006	0.026
O	15.243	7.639	28.715	-0.005	0.006	-0.027
O	3.519	15.095	25.706	-0.36	0.177	-0.096
O	13.414	5.556	28.257	-0.016	-0.123	0.17
O	11.956	5.979	26.219	0.118	0.151	0.166
O	15.767	11.749	27.08	0.032	0.086	0.044
O	15.772	10.262	29.709	0.164	-0.04	-0.237
O	13.315	9.779	30.633	0.118	-0.012	0.208
O	11.869	12.441	28.552	0.094	0.103	-0.094
O	0.674	15.868	27.971	-0.012	0.097	0.153
O	0.744	13.286	28.826	0.092	-0.038	-0.102
O	5.094	1.593	31.819	0.092	0.182	0.16
O	0.938	5.266	34.041	-0.097	0.135	0.489
O	2.959	14.632	28.301	0.133	-0.081	-0.032
O	8.647	3.424	31.331	-0.147	-0.042	0.342
O	1.277	9.992	32.39	0.058	0.055	0.384
O	14.292	6.084	30.564	-0.098	-0.229	0.093
O	8.639	14.901	29.399	-0.065	-0.071	0.167
O	2.987	5.958	32.503	0.161	0.244	0.108
O	1.792	10.838	27.877	0.051	0.144	0.122
O	5.549	6.689	32.724	-0.071	0.005	-0.175
O	11.592	16.249	31.992	0.114	-0.092	-0.116
O	10.167	14.113	32.53	-0.125	-0.455	-0.345
O	3.489	11.168	32.972	0.155	0.155	-0.288
O	9.563	11.503	33.022	-0.198	0.074	0.14
O	6.557	2.697	29.922	-0.067	0.13	0.178
O	10.644	5.577	28.469	0.022	-0.079	-0.054
O	9.322	12.233	28.893	-0.168	-0.237	-0.139
O	5.401	12.847	32.366	-0.086	-0.024	0.223
O	7.57	10.652	34.841	-0.149	-0.077	-0.095
O	3.589	8.541	32.479	0.055	0.019	0.302
O	1.295	2.588	34.351	-0.008	-0.146	0.153
O	15.472	2.89	33.032	0.034	0.353	0.18
O	13.487	2.321	31.347	0.169	-0.026	0.291
O	1.492	15.433	30.439	-0.029	0.053	0.202
O	15.859	8.788	33.863	0.315	-0.006	0.05
O	12.843	1.386	26.303	-0.274	-0.252	0.011
O	12.953	4.179	32.998	0.105	0.161	0.193
O	10.234	3.879	33.265	0.146	-0.13	0.272
O	11.887	12.576	33.778	-0.21	-0.279	-0.088
O	11.395	12.111	31.184	-0.287	0.121	0.123
O	12.622	7.835	29.091	0.073	0.1	-0.212
O	15.152	10.881	32.232	-0.113	-0.185	0.187
Si	0.035	0.007	5.479	0.004	0.004	-0.08
Si	2.706	2.745	5.446	0.036	-0.03	-0.087
Si	0.036	5.433	5.43	-0.03	0.058	-0.092
Si	2.727	8.142	5.492	-0.095	-0.038	-0.071
Si	0.062	10.875	5.491	-0.021	0.066	-0.057
Si	2.73	13.639	5.545	-0.024	-0.013	0.009
Si	5.459	0.026	5.515	0.029	0.027	-0.014
Si	8.165	2.737	5.509	0.022	-0.131	-0.014
Si	5.452	5.412	5.477	0.009	-0.04	-0.049
Si	8.196	8.136	5.606	0.067	-0.065	0.057
Si	5.439	10.941	5.557	0.014	-0.093	0.036
Si	8.169	13.705	5.511	-0.01	0.113	-0.102
Si	10.952	0.004	5.484	-0.196	0.081	-0.057
Si	13.749	2.679	5.463	-0.041	0.102	-0.044
Si	11.001	5.39	5.513	-0.062	0.075	-0.006
Si	13.714	8.125	5.49	-0.06	0.006	-0.004
Si	10.939	10.892	5.677	0.098	0.05	-0.011
Si	13.786	13.629	5.654	0.029	0.059	-0.067
Si	1.382	1.377	6.853	-0.043	0.009	-0.007
Si	4.073	4.08	6.854	0.036	0.054	-0.009
Si	1.365	6.789	6.857	0.021	0.023	0
Si	4.081	9.532	6.879	0.006	0.08	-0.017
Si	1.378	12.266	6.898	-0.022	0.036	-0.005
Si	4.102	15.037	6.877	0.022	-0.007	-0.005
Si	6.829	1.366	6.896	0.086	-0.036	0.009
Si	9.576	4.077	6.877	-0.016	0.04	-0.022
Si	6.798	6.769	6.904	0.037	0.04	0
Si	9.554	9.516	6.97	-0.002	-0.013	0.006
Si	6.814	12.329	6.897	0.009	-0.015	-0.052
Si	9.572	15.05	6.873	0.056	0.009	-0.033
Si	12.326	1.373	6.86	-0.014	-0.046	-0.085
Si	15.085	4.077	6.835	-0.006	-0.055	-0.034
Si	12.34	6.788	6.885	0.018	-0.044	-0.042
Si	15.07	9.524	6.861	0.017	-0.038	-0.049
Si	12.336	12.295	6.951	-0.012	-0.037	0.092
Si	15.124	15.06	6.926	0.012	-0.066	0.046
Si	0.033	2.735	8.237	-0.001	0.025	0
Si	2.738	0.007	8.237	-0.021	-0.018	-0.02
Si	0.031	8.175	8.243	-0.04	-0.01	0.008
Si	2.737	5.453	8.242	-0.008	-0.005	0.001
Si	0.053	13.661	8.276	-0.006	0.021	0.021
Si	2.75	10.916	8.261	-0.024	-0.051	0.017
Si	5.444	2.729	8.242	0.011	-0.002	-0.016
Si	8.205	0	8.256	0.001	-0.011	-0.002
Si	5.453	8.179	8.251	-0.003	-0.044	0.003
Si	8.205	5.441	8.258	0.041	0.034	-0.018
Si	5.457	13.685	8.268	0.065	-0.008	0.001
Si	8.182	10.941	8.262	0.027	0.006	0.019
Si	10.954	2.726	8.247	-0.021	-0.045	-0.009
Si	13.698	0.01	8.24	-0.038	0.01	0.018
Si	10.973	8.161	8.273	-0.015	0.022	-0.002
Si	13.719	5.431	8.235	-0.034	0.021	0.011
Si	10.942	13.682	8.255	-0.035	-0.004	0.022
Si	13.719	10.907	8.258	-0.004	0.019	0.007
Si	1.387	4.094	9.622	-0.004	0.003	-0.005
Si	4.094	1.362	9.621	0.027	-0.003	0.005
Si	1.387	9.556	9.623	0.018	0.036	-0.003
Si	4.088	6.829	9.62	0.013	0.019	-0.01
Si	1.41	15.035	9.634	0.005	-0.029	0.021
Si	4.108	12.3	9.63	0.012	0.014	0
Si	6.817	4.088	9.615	0.023	-0.005	-0.01
Si	9.581	1.36	9.614	0.025	-0.016	-0.02
Si	6.813	9.569	9.618	0.007	0.006	0.003
Si	9.568	6.826	9.62	0.033	-0.01	0.011
Si	6.835	15.036	9.631	0.027	0.003	0.002
Si	9.567	12.308	9.615	0.011	-0.009	-0.003
Si	12.333	4.091	9.613	-0.02	0.013	-0.015
Si	15.073	1.369	9.608	-0.008	0.023	-0.014
Si	12.334	9.559	9.623	0.016	-0.024	0.016
Si	15.066	6.817	9.612	-0.023	-0.01	-0.01
Si	12.332	15.039	9.607	-0.021	0.009	-0.015
Si	15.077	12.293	9.623	-0.021	-0.005	0.006

Results
total energy: -115445.355 eV
total energy less fixed offsets of O -438.35, Si -107.03 eV per atom: 20.985 eV
